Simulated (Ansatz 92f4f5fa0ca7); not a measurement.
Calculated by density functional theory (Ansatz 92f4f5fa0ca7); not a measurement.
Periodic cell of 215 atoms, Si132O82P1, from a study of silicon, its oxide and their interface. The atomic structure is a simulated model.
Doubt: the cutoff is far below the 930 eV that the study's wrapper takes by default for these files, so forces and energies are approximate.

Settings: functional PBE; potential files Ansatz PAW; basis plane waves; wave-function cutoff 580 eV; density cutoff ratio 5; exchange-correlation grid ratio 1; k mesh 1 x 1 x 1, Gamma-centred; self-consistency stop 5e-08 eV per atom in the density residual; occupations fixed; spin none; net charge +1 e, with a uniform compensating background and no finite-size correction.

Cell vectors (angstrom)
a, 10.938, 0, 0
b, 0, 10.938, 0
c, 0, 0, 31.5432

Atoms: element, x, y, z (angstrom)
Si, 10.4297, 0.569, 24.3501
Si, 6.0507, 10.499, 24.1411
Si, 2.132, 3.2534, 24.0875
Si, 8.7027, 2.2519, 24.3163
Si, 0.501, 5.0559, 24.1659
Si, 5.058, 5.9093, 24.2148
Si, 3.406, 7.6631, 24.1791
Si, 7.8356, 8.831, 23.9884
Si, 1.3448, 1.4793, 25.4492
Si, 6.8999, 1.3035, 25.4949
Si, 4.0317, 4.1041, 25.3234
Si, 9.6619, 4.1021, 25.4139
Si, 1.4986, 6.8201, 25.3646
Si, 6.9177, 6.9574, 25.252
Si, 4.2354, 9.5604, 25.3501
Si, 9.5353, 9.6217, 25.4343
Si, 2.771, 0.0083, 26.6437
Si, 8.2356, -0.0151, 26.9299
Si, 0.0082, 2.7655, 26.9088
Si, 5.4492, 2.7474, 26.6668
Si, 2.766, 5.4478, 26.8323
Si, 8.2216, 5.5162, 26.63
Si, 0.0529, 8.2092, 26.6516
Si, 5.5531, 8.2078, 26.8009
Si, 4.113, 1.3636, 28.0405
Si, 9.595, 1.376, 28.2878
Si, 1.3906, 4.1282, 28.2568
Si, 6.8337, 4.1427, 28.008
Si, 4.1646, 6.8267, 28.1674
Si, 9.597, 6.8534, 28.0156
Si, 1.3987, 9.5906, 28.0302
P, 6.8585, 9.5512, 28.2297
Si, 0.0622, -0.0261, 29.5203
Si, 5.4569, 0.0121, 29.4706
Si, 2.7764, 2.7028, 29.5159
Si, 8.1653, 2.7892, 29.4713
Si, -0.0274, 5.5196, 29.4904
Si, 5.5109, 5.4443, 29.4982
Si, 2.7402, 8.2225, 29.4411
Si, 8.25, 8.1691, 29.5015
Si, 1.396, 1.3581, 30.8943
Si, 6.8325, 1.3795, 30.8216
Si, 4.1272, 4.0888, 30.8758
Si, 9.5509, 4.1291, 30.8321
Si, 1.3697, 6.8657, 30.8207
Si, 6.8501, 6.818, 30.8765
Si, 4.1011, 9.5647, 30.8254
Si, 9.5945, 9.568, 30.8762
Si, 2.7606, -0.0284, 0.6972
Si, 8.1751, 0.0078, 0.6528
Si, -0.0328, 2.7527, 0.656
Si, 5.4789, 2.7019, 0.6924
Si, 2.7121, 5.4856, 0.65
Si, 8.221, 5.4488, 0.7082
Si, 0.0247, 8.18, 0.6943
Si, 5.4647, 8.2187, 0.661
Si, 4.1255, 1.3287, 2.0631
Si, 9.5174, 1.387, 2.0107
Si, 1.3192, 4.1362, 2.0274
Si, 6.8524, 4.0551, 2.0612
Si, 4.0672, 6.8676, 2.0096
Si, 9.6038, 6.8051, 2.0617
Si, 1.3833, 9.5485, 2.0656
Si, 6.8246, 9.5764, 2.0491
Si, -0.0676, -0.0053, 3.3022
Si, 5.472, -0.0221, 3.4992
Si, 2.6899, 2.7236, 3.2993
Si, 8.1867, 2.682, 3.5062
Si, -0.0193, 5.4627, 3.5262
Si, 5.4458, 5.4808, 3.2832
Si, 2.7413, 8.1937, 3.4928
Si, 8.2301, 8.1871, 3.3574
Si, 1.2836, 1.3637, 4.6607
Si, 6.8417, 1.2986, 4.918
Si, 4.0623, 4.1166, 4.6406
Si, 9.5339, 4.061, 4.8913
Si, 1.3539, 6.8633, 4.8923
Si, 6.8312, 6.8012, 4.6786
Si, 4.1051, 9.5589, 4.8885
Si, 9.5736, 9.5691, 4.7411
Si, 2.6102, 0.0377, 6.0985
Si, 8.2268, -0.138, 6.2711
Si, -0.0208, 2.6458, 6.203
Si, 5.374, 2.7624, 6.0785
Si, 2.7486, 5.4253, 6.1466
Si, 8.0921, 5.4358, 6.1785
Si, -0.0091, 8.2913, 6.2321
Si, 5.5581, 8.1444, 6.1559
Si, 3.4845, 1.9153, 7.1865
Si, 10.0243, 0.8223, 7.4731
Si, 1.78, 3.6426, 7.3594
Si, 6.212, 4.5211, 7.3857
Si, 4.637, 6.3032, 7.2626
Si, 9.1538, 7.1901, 7.3246
Si, 0.8914, 10.147, 7.5214
Si, 7.3998, 8.8847, 7.4908
O, 4.5721, 6.596, 8.8906
O, 1.3919, 3.9757, 8.9462
O, 9.736, 6.5548, 8.7454
O, 1.3051, 10.097, 9.1532
O, 6.0878, 4.2192, 9.0278
O, 3.7163, 1.5629, 8.7689
O, 7.1187, 8.9569, 9.1381
O, 9.6552, 1.0718, 9.0757
O, 8.2393, 2.5132, 22.7536
O, 10.9871, 5.5511, 22.6479
O, 5.6438, 0.0751, 22.6272
O, 5.3023, 5.4202, 22.6485
O, 2.1469, 2.8042, 22.4841
O, 3.3365, 7.8633, 22.5256
O, 8.3812, 8.7453, 22.4095
O, -0.1883, 11.2285, 22.7582
Si, 2.1528, 2.9891, 12.8976
Si, 8.6821, 1.2881, 10.3605
Si, 1.0693, 4.5031, 15.3607
Si, 7.5518, 5.563, 12.2066
Si, 2.4153, 8.1879, 21.2285
Si, 5.4169, 7.7616, 12.4798
Si, 9.2588, 0.4558, 15.5037
Si, 2.9063, -0.0483, 16.6564
Si, 10.4651, 1.1659, 12.6108
Si, 7.7645, 2.8291, 21.2447
Si, 9.1317, 8.7868, 14.4679
Si, 1.4671, 4.7863, 10.3599
Si, 4.477, 9.4848, 19.1374
Si, 11.0743, 6.1005, 21.1189
Si, 6.6109, 10.4469, 14.8496
Si, 5.3912, 0.7318, 21.1691
Si, 2.3449, 9.8017, 10.3886
Si, 0.4245, 10.6321, 21.397
Si, 5.8561, 5.2556, 21.1405
Si, 3.6423, 7.0847, 10.1096
Si, 9.0488, 5.6836, 14.844
Si, 3.6659, 4.0787, 19.1062
Si, 10.0316, 3.6654, 19.3243
Si, 4.2551, 8.6603, 15.3635
Si, 0.451, 1.9172, 17.1608
Si, 6.7906, 7.5322, 19.2477
Si, 5.2563, 3.6205, 16.7467
Si, 7.7841, 5.0128, 17.5264
Si, 6.6747, 9.9003, 10.3934
Si, 4.3773, 1.0431, 10.13
Si, -0.0301, 9.0934, 11.9091
Si, 9.1014, 8.6312, 20.9359
Si, 4.5481, 1.6657, 14.5815
Si, 2.4456, 2.0804, 21.0551
Si, 6.3297, 3.326, 10.3704
Si, 3.4324, 5.9156, 16.7487
Si, 9.8713, 6.5463, 10.3585
O, 0.1207, 2.6263, 18.5914
O, 2.9216, 9.6258, 15.5781
O, 10.8669, 4.8087, 20.1445
O, 7.5543, 2.3605, 9.9261
O, 10.9199, 5.353, 10.8003
O, 6.5836, 6.6957, 12.8818
O, 10.3074, 8.0698, 10.7914
O, 7.6646, 9.4552, 14.0072
O, 8.4079, 6.217, 10.9871
O, 5.3567, 10.4961, 20.0554
O, 2.1609, 3.7563, 11.4416
O, 7.9724, 8.5466, 19.7554
O, 6.2102, 6.7263, 20.5471
O, 5.5034, 2.712, 15.4152
O, 1.3037, 0.923, 20.7142
O, 6.0784, 9.0157, 11.6387
O, 4.6119, 4.9846, 16.1188
O, 6.5963, 3.9035, 17.6368
O, 10.5563, 10.6785, 11.8192
O, 5.5757, 0.4964, 13.9923
O, 8.0208, 5.0916, 15.9318
O, 9.7263, 9.8173, 15.5975
O, -0.3925, 5.151, 15.1406
O, 1.5725, 6.8409, 20.8187
O, 1.4929, 0.6312, 17.1761
O, 6.5909, 1.7789, 20.8053
O, 0.9987, 1.823, 12.8504
O, 3.2575, 5.4961, 18.344
O, 9.5186, 2.0062, 11.5806
O, 1.019, 3.0967, 16.187
O, 8.5991, 5.1322, 13.3796
O, 10.2802, 8.5937, 13.321
O, 1.4402, 9.4001, 21.7092
O, 10.0826, 9.9312, 20.6071
O, 3.1683, 0.2074, 10.8924
O, 5.0576, 2.3725, 10.8301
O, 1.7576, 4.172, 13.9332
O, 7.9484, 10.83, 10.8503
O, 9.1327, 4.4714, 18.2353
O, 5.6314, 9.4956, 15.773
O, 5.5376, -0.0387, 9.8107
O, 3.5882, 2.3124, 13.3978
O, 1.9722, 5.6469, 16.0819
O, 9.7022, 1.0403, 14.0414
O, 4.3919, 6.9289, 11.5343
O, 4.7572, 4.4773, 20.2392
O, 9.9463, 1.3489, 16.6518
O, 6.6943, 4.2904, 11.6423
O, 5.5741, 8.4006, 18.5847
O, 9.0746, 2.7431, 20.2771
O, 3.5962, 1.1278, 15.7827
O, 4.2214, 3.074, 17.9149
O, 9.9147, 7.2178, 20.8892
O, 3.3623, 8.6644, 9.8211
O, 3.9338, 7.4241, 16.3861
O, 7.6244, 0.4831, 15.7041
O, 8.9282, 7.2969, 15.043
O, 3.9287, 1.431, 21.1679
O, 1.596, 9.1194, 11.6922
O, 2.3151, 6.1611, 10.1599
O, 7.346, 6.4604, 18.1451
O, 7.2214, 4.3653, 21.1509
O, 4.5494, 8.2202, 13.8027
O, 3.3293, 8.6757, 19.977
O, 2.4966, 3.232, 19.8804
O, 3.7297, 10.3558, 17.9699

Results
free energy: -131310.865 eV
free energy less fixed offsets of O -568.88, P -755.39, Si -635.61 eV per atom: -6.795 eV

Forces (eV/angstrom), in the order of the atoms: element, x, y, z
Si, 0.1257, 0.0766, -0.2432
Si, -0.0504, 0.1003, -0.2316
Si, 0.0028, -0.0808, -0.2547
Si, -0.0142, 0.0788, -0.2289
Si, -0.055, 0.0751, -0.2278
Si, 0.0046, -0.1386, -0.2651
Si, -0.121, -0.0616, -0.2619
Si, 0.0685, -0.0478, -0.2668
Si, -0.0486, 0.0358, 0.0352
Si, 0.0375, -0.0414, 0.0742
Si, -0.0511, 0.0355, 0.0043
Si, 0.0448, -0.0694, 0.0295
Si, 0.0497, -0.0299, 0.012
Si, -0.026, 0.0458, 0.0153
Si, 0.0453, -0.0532, 0.0499
Si, -0.0699, 0.0186, 0.0866
Si, 0.0126, 0.0364, -0.1357
Si, -0.0904, -0.0674, 0.1365
Si, 0.0144, 0.0039, 0.1377
Si, -0.012, -0.0229, -0.1172
Si, -0.0067, -0.0052, 0.0675
Si, 0.0363, 0.0297, -0.1307
Si, 0.0072, 0.0098, -0.1165
Si, 0.1, 0.0934, 0.0128
Si, 0.0208, 0.013, 0.0947
Si, -0.0225, -0.0163, -0.3479
Si, 0.0023, -0.0547, -0.3455
Si, 0.0125, -0.054, 0.1252
Si, -0.0746, 0.0452, -0.0754
Si, -0.047, 0.0255, 0.12
Si, -0.0494, 0.0024, 0.1222
P, 0.0182, -0.013, -0.2006
Si, 0.04, -0.0279, 0.0487
Si, 0.009, -0.0081, 0.0524
Si, 0.0159, -0.0168, 0.0873
Si, -0.0265, 0.0388, 0.0136
Si, -0.0102, 0.0108, 0.0799
Si, -0.0026, -0.0248, 0.0269
Si, 0.0371, -0.0463, -0.0271
Si, -0.0085, 0.0421, 0.0585
Si, 0.0298, -0.0039, 0.0272
Si, -0.0143, 0.0218, -0.0196
Si, 0.0017, -0.0187, 0.006
Si, -0.0093, 0.0188, 0.0078
Si, -0.013, 0.0198, -0.0042
Si, 0.023, -0.0019, 0.0063
Si, -0.0207, 0.0092, -0.0107
Si, 0.0168, -0.0104, -0.0044
Si, 0.005, 0.0441, 0.0333
Si, 0.0042, -0.0255, 0.0132
Si, 0.0256, 0.0122, 0.0072
Si, -0.0429, 0.004, 0.0263
Si, -0.0126, -0.0265, -0.0043
Si, 0.0238, -0.0063, 0.0427
Si, 0.0062, -0.0275, 0.0304
Si, 0.0077, -0.0061, 0.0188
Si, 0.0012, -0.005, 0.003
Si, -0.0357, 0.0733, -0.0246
Si, -0.0484, 0.0513, 0.0075
Si, 0.049, -0.0369, -0.023
Si, -0.0631, 0.0396, -0.0293
Si, 0.037, -0.0414, -0.0038
Si, 0.0056, -0.0148, -0.0214
Si, 0.0016, 0.002, 0.036
Si, 0.1772, -0.0125, 0.3218
Si, -0.0034, 0.0071, -0.0853
Si, 0.0331, 0.0052, 0.3427
Si, 0.0122, 0.0823, -0.0946
Si, 0.0371, -0.0331, -0.12
Si, 0.0066, -0.1007, 0.385
Si, -0.0268, -0.0102, -0.087
Si, -0.0875, -0.0048, 0.1899
Si, -0.0146, 0.0255, -0.1382
Si, -0.0214, 0.0067, 0.1051
Si, -0.0328, -0.0051, -0.1811
Si, -0.0044, -0.0352, 0.1337
Si, 0.0252, -0.0095, 0.1175
Si, 0.0049, -0.0092, -0.1577
Si, -0.0261, -0.0052, 0.1089
Si, -0.0057, -0.0071, -0.094
Si, -0.0106, -0.0345, -0.0793
Si, 0.0134, 0.0047, -0.0287
Si, 0.0446, -0.0088, -0.0589
Si, 0.029, 0.0133, -0.0929
Si, 0.0239, -0.0439, -0.0617
Si, -0.0178, -0.0057, -0.0573
Si, 0.0096, 0.0264, -0.0415
Si, 0.0123, -0.0041, -0.0579
Si, -0.0642, 0.0768, 0.1276
Si, -0.0563, 0.0435, 0.1837
Si, -0.0584, 0.0435, 0.1399
Si, -0.017, -0.031, 0.1839
Si, -0.0269, 0.008, 0.1442
Si, 0.0622, -0.0565, 0.1477
Si, 0.0587, -0.0017, 0.2098
Si, -0.0102, 0.0067, 0.1523
O, 0.0531, -0.0276, -0.2604
O, 0.0238, -0.0753, -0.2718
O, -0.0692, 0.0588, -0.3057
O, -0.0898, 0.0252, -0.3131
O, -0.0004, 0.0505, -0.2758
O, -0.0525, 0.0708, -0.2944
O, 0.0615, -0.0538, -0.2645
O, 0.085, -0.0398, -0.2929
O, 0.0722, -0.0962, 0.438
O, 0.047, -0.1023, 0.3832
O, 0.0766, -0.1226, 0.4166
O, -0.0708, 0.1069, 0.4411
O, -0.0308, 0.116, 0.3762
O, 0.1306, -0.0215, 0.4177
O, -0.1396, 0.0242, 0.4462
O, -0.1244, 0.0609, 0.4
Si, -0.0071, -0.0273, 0.1386
Si, -0.031, 0.0514, 0.2755
Si, -0.018, 0.0141, -0.0156
Si, 0.0093, 0.0244, 0.1507
Si, -0.0634, 0.0518, -0.4187
Si, 0.0113, -0.0227, 0.1634
Si, -0.0253, -0.0262, -0.0138
Si, -0.0284, 0.0243, -0.1491
Si, 0.0352, -0.0017, 0.1576
Si, 0.0031, 0.0703, -0.4529
Si, -0.0249, 0.0054, 0.0394
Si, 0.0244, 0.0011, 0.2796
Si, -0.0086, 0.0302, -0.3028
Si, -0.002, -0.0158, -0.4101
Si, 0.0386, 0.0066, 0.0153
Si, -0.0689, 0.0405, -0.4567
Si, 0.0404, -0.0709, 0.2827
Si, 0.0957, -0.062, -0.375
Si, 0.0353, -0.0073, -0.4717
Si, -0.0617, -0.004, 0.2835
Si, 0.0482, 0.0363, 0.0071
Si, -0.0036, 0.033, -0.3069
Si, 0.0154, -0.0183, -0.3002
Si, -0.0009, 0.0292, 0.0018
Si, 0.0011, -0.0365, -0.1754
Si, -0.0178, -0.0387, -0.2719
Si, 0.0137, 0.0014, -0.1354
Si, -0.0245, -0.0333, -0.1686
Si, -0.064, 0.0441, 0.2993
Si, 0.0358, -0.0494, 0.259
Si, -0.0525, 0.0187, 0.1887
Si, 0.0457, -0.0419, -0.4506
Si, 0.0051, -0.0117, 0.0109
Si, 0.0461, 0.0025, -0.4002
Si, 0.0998, -0.0132, 0.2756
Si, -0.0139, 0.0275, -0.1461
Si, -0.0053, 0.0008, 0.3202
O, -0.0397, 0.0585, 0.1489
O, 0.001, 0.0054, 0.0318
O, 0.0414, 0.1046, 0.1756
O, -0.0035, 0.0276, -0.0682
O, 0.0053, -0.0001, -0.0839
O, -0.0094, 0.0099, -0.0519
O, -0.012, -0.0484, -0.1211
O, -0.0138, -0.0046, -0.027
O, 0.0486, 0.018, -0.1196
O, 0.0434, 0.0909, 0.194
O, -0.0151, 0.0464, -0.1436
O, 0.0924, 0.0423, 0.1704
O, -0.0376, -0.0678, 0.1802
O, 0.0003, 0.0177, 0.0344
O, -0.0425, -0.0232, 0.1307
O, 0.0351, 0.0814, -0.1478
O, 0.0038, -0.008, 0.0446
O, 0.0195, 0.0117, 0.0634
O, -0.0113, -0.0212, -0.0799
O, -0.0068, 0.0009, -0.0198
O, -0.0213, -0.0135, 0.0681
O, 0.0103, 0.0004, 0.0003
O, -0.0107, -0.0048, 0.002
O, 0.0174, 0.0135, 0.1223
O, 0.0007, 0.0038, 0.0551
O, 0.0112, -0.0208, 0.1332
O, -0.0018, -0.0105, -0.0459
O, 0.0067, -0.0449, 0.1358
O, -0.0623, -0.0025, -0.1379
O, -0.009, -0.0189, 0.0443
O, -0.0328, -0.005, -0.0639
O, 0.038, 0.0064, -0.0828
O, -0.0067, 0.0069, 0.1072
O, 0.0048, 0.0182, 0.1309
O, 0.0027, 0.0462, -0.085
O, -0.0541, -0.0336, -0.0903
O, 0.0035, -0.0087, -0.0342
O, -0.0217, -0.0146, -0.0862
O, 0.0512, -0.031, 0.1209
O, -0.0129, -0.0137, 0.0158
O, 0.0081, 0.003, -0.1392
O, -0.0101, 0.0076, -0.0377
O, 0.024, 0.0023, 0.0297
O, 0.0209, 0.0148, -0.0515
O, -0.0458, -0.0093, -0.131
O, 0.0898, 0.0531, 0.1992
O, 0.0271, 0.0211, 0.052
O, -0.045, -0.0724, -0.1264
O, 0.0075, 0.0015, 0.0915
O, -0.0953, -0.0379, 0.1817
O, -0.0054, -0.0031, 0.0329
O, -0.0359, 0.0113, 0.1279
O, 0.0013, 0.0134, 0.1157
O, 0.0034, 0.007, -0.0922
O, 0.0009, -0.016, 0.0329
O, -0.0003, 0.0042, 0.0103
O, -0.0068, -0.015, -0.0006
O, 0.0262, -0.0118, 0.1207
O, 0.0556, 0.0254, -0.1226
O, 0.0291, 0.0131, -0.0742
O, -0.0263, 0.0733, 0.1186
O, 0.0002, -0.0281, 0.1298
O, 0.0184, -0.0141, -0.0744
O, -0.0879, -0.0654, 0.1942
O, -0.0416, -0.0819, 0.1768
O, 0.0598, -0.0571, 0.1638

The program warned: the cutoff lies below the one the program advises for these potential files; the exchange-correlation potential is rough where the density is thin.
